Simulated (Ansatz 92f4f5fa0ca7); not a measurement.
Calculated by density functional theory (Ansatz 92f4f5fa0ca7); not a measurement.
Periodic cell of 226 atoms, Si133O92B1, from a study of silicon, its oxide and their interface. The atomic structure is a simulated model.
Doubt: the cutoff is far below the 930 eV that the study's wrapper takes by default for these files, so forces and energies are approximate.
This geometry differs little from another in the collection (a relaxation step or a small displacement).

Settings: functional PBE; potential files Ansatz PAW; basis plane waves; wave-function cutoff 580 eV; density cutoff ratio 5; exchange-correlation grid ratio 1; k mesh 1 x 1 x 1, Gamma-centred; self-consistency stop 5e-08 eV per atom in the density residual; occupations fixed; spin none; net charge -1 e, with a uniform compensating background and no finite-size correction.

Cell vectors (angstrom)
a  10.938  0  0
b  0  10.938  0
c  0  0  31.9494

Atoms: element, x, y, z (angstrom)
Si  10.6257  0.0031  24.4595
Si  5.0485  0.1188  24.7108
Si  2.8112  2.2651  24.5747
Si  8.5642  2.4302  24.5833
Si  10.7168  5.6132  24.3906
Si  5.153  5.6213  24.4719
Si  2.9828  7.954  24.4481
Si  8.4436  7.8443  24.4757
Si  1.3083  1.0784  25.9026
Si  6.809  1.3181  25.7567
Si  3.9732  4.009  25.7405
Si  9.6898  4.0191  25.8667
Si  1.3186  6.8553  25.746
Si  6.8006  6.7332  25.7699
Si  3.9465  9.4826  26.0151
Si  9.5441  9.4255  25.8774
Si  2.4805  -0.2938  27.4368
Si  8.1496  -0.0718  27.1535
Si  0.0774  2.6383  27.2191
Si  5.4207  2.6941  27.1205
Si  2.6614  5.4269  27.1169
Si  8.2085  5.3891  27.1441
Si  0.153  8.3054  27.314
Si  5.4912  8.1455  27.1906
Si  4.0251  1.2658  28.4806
Si  9.5931  1.2582  28.5225
Si  1.3862  4.0628  28.5654
Si  6.8022  4.0558  28.5145
Si  4.0237  6.8277  28.5051
Si  9.6014  6.8232  28.4765
B  1.2982  9.4808  28.6163
Si  6.8203  9.5345  28.5645
Si  0.1157  -0.1982  29.7619
Si  5.4352  -0.0166  29.8891
Si  2.7686  2.6975  29.8914
Si  8.2027  2.678  29.8563
Si  -0.0204  5.4429  29.8863
Si  5.4319  5.465  29.8686
Si  2.5606  8.2988  29.7469
Si  8.227  8.1696  29.877
Si  1.3503  1.3152  31.1812
Si  6.8215  1.3621  31.2403
Si  4.112  4.0826  31.2562
Si  9.5436  4.0749  31.2343
Si  1.3646  6.8538  31.2081
Si  6.8216  6.8387  31.2265
Si  4.0304  9.5409  31.1938
Si  9.6002  9.5544  31.2212
Si  2.7397  0.0182  0.6437
Si  8.2256  0.0077  0.6197
Si  0.0133  2.7202  0.6245
Si  5.4867  2.7475  0.6872
Si  2.7342  5.4854  0.6271
Si  8.2029  5.4885  0.6474
Si  0.0117  8.2059  0.6744
Si  5.4496  8.2278  0.6328
Si  4.1002  1.3841  2.0394
Si  9.6009  1.3583  2.0029
Si  1.3552  4.1413  2.0001
Si  6.8427  4.1555  2.0301
Si  4.0917  6.8556  2.0045
Si  9.5772  6.8459  2.0403
Si  1.3732  9.6183  2.028
Si  6.8348  9.6266  1.991
Si  0.0285  0.0408  3.441
Si  5.4921  0.0426  3.4171
Si  2.7152  2.7825  3.3677
Si  8.2626  2.7829  3.3142
Si  0.0286  5.512  3.4381
Si  5.4693  5.5365  3.4006
Si  2.7406  8.2465  3.3671
Si  8.2319  8.2916  3.3488
Si  1.3767  1.4635  4.8127
Si  6.9138  1.4795  4.699
Si  4.0596  4.161  4.7299
Si  9.6036  4.084  4.7552
Si  1.3688  6.9743  4.8072
Si  6.8379  6.9963  4.7043
Si  4.1015  9.5788  4.7602
Si  9.6167  9.584  4.8066
Si  2.7643  0.0465  6.1087
Si  8.2978  0.1265  6.0689
Si  0.0223  2.8057  6.281
Si  5.5174  2.8451  6.0413
Si  2.7554  5.6004  6.1148
Si  8.2573  5.6054  5.9316
Si  0.0493  8.3109  6.3368
Si  5.5027  8.3103  6.2008
Si  4.4291  1.1917  7.3019
Si  9.8173  1.158  7.595
Si  1.1807  4.5113  7.4805
Si  6.6447  4.5502  7.2214
Si  4.3276  6.7125  7.5164
Si  9.7338  6.6216  7.4747
Si  1.2847  9.9475  7.6705
Si  6.7233  9.9744  7.3894
O  9.5795  1.2338  23.9966
O  4.0967  6.8048  23.9615
O  4.0122  1.2392  24.0349
O  9.5321  6.7  23.9133
O  -0.0243  5.5522  8.001
O  5.5738  0.1351  7.8953
O  0.0764  0.0951  8.128
O  5.5349  5.616  7.8635
O  7.5959  3.9726  8.4258
O  8.7357  7.0592  8.746
O  2.1834  9.4618  9.0197
O  8.9023  1.6897  8.906
O  7.6134  9.4832  8.7011
O  3.6212  1.8316  8.5843
O  3.5947  7.2281  8.9351
O  2.0664  4.0177  8.8016
O  8.1319  3.4708  23.3611
O  0.4748  4.9453  23.0055
O  1.8625  2.7014  23.2891
O  5.8341  4.9309  23.125
O  5.5035  9.9672  23.5551
O  2.4408  8.6816  23.0449
O  0.1835  10.0744  23.105
O  7.8141  8.6193  23.1371
Si  8.6657  7.7083  18.4581
Si  8.7899  6.3495  13.6403
Si  3.7979  1.5401  14.7305
Si  2.1362  5.7482  17.6568
Si  2.4186  3.1483  19.5412
Si  9.8146  9.0229  12.0814
Si  1.3286  9.4214  22.117
Si  9.1785  0.9602  13.2058
Si  1.4278  5.0521  13.0329
Si  1.8009  8.254  12.8108
Si  6.6526  9.565  22.4943
Si  4.5251  4.6013  15.7172
Si  8.2136  3.0263  9.5664
Si  0.8446  8.2597  19.2871
Si  6.9397  1.3601  21.1195
Si  8.2277  8.3201  9.6584
Si  10.8953  5.1971  15.6225
Si  7.5699  9.4977  16.3281
Si  9.9267  2.0681  20.3291
Si  3.2184  8.5165  9.8985
Si  6.6951  3.3586  17.4266
Si  1.1693  0.2159  19.8395
Si  3.2422  2.8161  12.2874
Si  7.2253  5.4082  19.7073
Si  5.7527  8.6674  11.5399
Si  5.7886  6.0711  13.2059
Si  4.6386  9.7157  17.6454
Si  1.0179  3.5999  22.2322
Si  4.8994  1.4924  18.826
Si  3.1988  3.0902  9.502
Si  6.4559  10.8139  13.7956
Si  10.3543  0.1174  15.9817
Si  5.667  3.6592  11.1475
Si  9.8405  3.8925  11.9058
Si  2.3497  9.9211  15.552
Si  6.0916  8.1434  19.8355
Si  6.9322  3.9847  22.3952
Si  9.7526  2.7739  17.3859
O  7.1993  6.3723  13.9828
O  1.886  7.0702  18.6904
O  10.2958  4.0212  16.5303
O  6.1684  9.963  17.0613
O  10.1555  0.7078  14.478
O  8.4545  6.1278  18.8754
O  5.1746  0.6844  14.4316
O  5.7162  2.0685  17.5438
O  8.3411  1.9326  20.5631
O  1.9986  4.3098  18.4494
O  6.9709  2.8083  10.633
O  4.8779  2.7066  12.2133
O  6.0282  4.3945  16.3527
O  4.5624  3.9298  9.9416
O  10.679  2.8064  21.5721
O  9.7288  6.1507  14.9759
O  6.019  6.5065  19.8524
O  4.0835  0.1856  18.2847
O  9.2605  10.5445  12.2901
O  2.8585  4.3567  12.7071
O  1.9171  10.6992  21.2358
O  3.9972  2.7295  19.4101
O  0.7355  10.0428  15.9689
O  1.2762  9.8175  18.8555
O  1.718  1.6704  19.3039
O  8.9423  10.3889  16.4983
O  4.8855  8.6091  18.8261
O  9.5691  8.7545  10.4908
O  6.7487  4.1099  18.8643
O  2.8492  1.7209  13.4001
O  5.862  8.7766  21.3043
O  2.5482  2.4531  10.8656
O  7.6249  4.8585  21.1867
O  5.2184  7.4781  12.5579
O  0.4323  9.0615  12.5045
O  7.5871  1.0527  13.588
O  7.1083  9.629  14.7546
O  8.9779  5.0194  12.7081
O  8.0959  8.0387  16.9248
O  6.1963  2.6042  21.8847
O  2.4604  9.0629  14.1146
O  0.4243  4.4834  11.8775
O  0.812  8.3251  20.9516
O  9.3878  3.8321  10.3515
O  9.659  2.3782  12.5341
O  7.6318  8.5812  19.4033
O  2.5523  8.1775  11.3598
O  3.9815  3.0578  15.3751
O  0.8503  4.4942  14.4522
O  10.0459  2.9974  18.9745
O  9.1502  7.7929  12.9501
O  10.5175  0.5501  20.1067
O  6.0346  5.0393  11.9428
O  8.1526  2.7519  17.0274
O  3.5274  5.4715  16.7394
O  4.6665  9.1361  10.3921
O  1.5407  6.6739  13.1773
O  4.7606  5.4947  14.3528
O  2.055  3.8453  20.9746
O  10.5463  1.4063  16.9652
O  0.9434  6.0615  16.5804
O  7.3044  10.9765  21.9881
O  5.9332  0.9074  19.9317
O  6.0775  10.0231  12.4096
O  2.849  0.5452  15.5959
O  7.0561  8.013  10.7719
O  10.252  8.0275  18.6949
O  3.4535  9.2042  16.5906

Results
free energy: -137023.017 eV
free energy less fixed offsets of B -154.04, O -568.88, Si -635.61 eV per atom: 4.113 eV

Forces (eV/angstrom), in the order of the atoms: element, x, y, z
Si  0.0044  -0.0006  0.007
Si  0.0089  0.0037  0.0021
Si  0.003  0.0088  -0.0007
Si  -0.0002  0.0018  0.0013
Si  -0.0021  -0.0052  0.0037
Si  0.001  0.0004  0.0007
Si  -0.0031  0.0016  0.0119
Si  -0.0041  -0.0026  -0.0008
Si  -0.0102  0.0002  -0.0068
Si  -0.0032  -0.0044  -0.0018
Si  -0.0058  0.0005  0.0007
Si  0.0025  0.0002  -0.0033
Si  0.0077  0.0004  -0.0043
Si  -0.0001  0.0029  -0.0009
Si  0.0003  -0.0073  -0.0067
Si  -0.0019  0.0062  -0.0022
Si  0.009  0.0071  0.0051
Si  -0.0015  -0.0006  -0.0019
Si  0.0004  0.0021  -0.0004
Si  0.0025  0.0016  0.0005
Si  0.0018  -0.0024  -0.0038
Si  -0.0008  -0.0012  0.0008
Si  -0.0017  -0.0038  0.0039
Si  0.0017  -0.0013  -0.0005
Si  -0.0053  -0.0036  -0.0033
Si  0.0019  -0.0014  -0.0005
Si  -0.0002  -0.0011  0
Si  -0.0003  -0.0003  -0.0006
Si  -0.0021  0.0026  -0.0011
Si  0.0019  0.0022  -0.0017
B  -0.0039  -0.0025  0.0003
Si  0.0003  0.0001  -0.0006
Si  -0.0025  0.0011  0.0021
Si  0.0014  -0.0013  0.0015
Si  -0.0005  0.0012  0.001
Si  -0.0003  0.0007  -0.0004
Si  0.001  -0.0008  0.0007
Si  0.0007  -0.0007  0.0001
Si  0.0024  -0.0033  0.0019
Si  -0.0008  0.0008  0.0008
Si  0.0014  0  -0.0002
Si  -0.0002  -0.0005  -0.0001
Si  -0.0007  -0.0006  -0.0002
Si  0  0.0005  -0.0003
Si  -0.0004  0.0013  -0.0002
Si  0.0008  0.0001  -0.0003
Si  -0.0002  0.0013  -0.0002
Si  0.001  -0.0002  -0.0005
Si  -0.0004  -0.0005  0.0003
Si  0.0001  -0.0003  0.0001
Si  -0.0001  -0.0002  0.0002
Si  0.0002  0.0005  0
Si  0.0003  0.0002  0.0001
Si  -0.0004  -0.0005  0.0007
Si  0  -0.0001  -0.0001
Si  -0.0003  0  0.0001
Si  -0.0004  0.0001  -0.0002
Si  -0.0006  0  -0.0001
Si  0.0008  -0.0002  0.0002
Si  0.0004  0  -0.0007
Si  -0.0011  -0.0001  -0.0002
Si  -0.0001  0.0007  -0.0002
Si  0.0003  -0.0001  -0.0002
Si  0.0006  0.0009  0.0001
Si  0.0004  -0.0006  0.0012
Si  -0.0001  -0.0005  -0.0002
Si  -0.0001  0.0004  -0.0004
Si  -0.0006  -0.0006  -0.0005
Si  -0.0004  -0.0005  0.0006
Si  0  -0.0003  -0.0002
Si  -0.0003  0.0004  0.0001
Si  -0.0004  -0.0013  -0.0003
Si  0  -0.0001  0.001
Si  0.0007  0.0008  -0.0005
Si  -0.0015  -0.0007  -0.0006
Si  0.0014  -0.0003  0.0007
Si  0.0013  -0.0004  0.0008
Si  0.0001  0.0024  -0.0006
Si  0.0003  -0.0013  0.0003
Si  -0.0001  0.0012  0.0006
Si  -0.0013  0.0009  -0.0005
Si  0.0014  -0.0008  0.0023
Si  -0.0008  -0.0011  0.0012
Si  0.0007  0.0001  0.0013
Si  -0.0009  0.0012  0.0009
Si  0.0011  -0.0006  0.0014
Si  -0.0006  -0.0009  -0.0001
Si  -0.0005  -0.0001  0.0016
Si  -0.0001  0.0012  0.0024
Si  -0.001  0.0014  -0.0039
Si  0.0007  -0.0008  -0.0007
Si  0.0003  -0.0014  0.0017
Si  -0.0008  0.0026  -0.0008
Si  -0.0006  0.0004  0.0005
Si  0.0006  0.0006  0.0021
Si  0.0014  -0.0014  -0.0011
O  0.0004  0.0011  -0.0019
O  -0.0006  -0.0021  -0.0046
O  -0.0032  -0.0035  0.0014
O  0.0016  0.0008  0.0002
O  0.0002  0.0008  0.0002
O  -0.0011  -0.0005  -0.0009
O  0.0007  -0.0008  0.0009
O  -0.0004  -0.0007  -0.0014
O  -0.0012  0.0015  -0.002
O  0.0009  -0.001  -0.0016
O  -0.001  0.0004  -0.002
O  0.0005  -0.0007  -0.0002
O  -0.0007  0.0008  -0.0011
O  0.0009  -0.0015  -0.0023
O  0.0006  -0.0012  -0.0011
O  -0.0006  0.0003  -0.0012
O  0.0009  -0.0012  0.0016
O  0  0.0014  0.0006
O  0.0009  -0.002  0.0027
O  -0.0006  0.0004  0.0018
O  -0.0019  0.0012  0.0027
O  0.0006  -0.0001  -0.0013
O  -0.0022  0.0016  0.0008
O  0.0011  -0.0002  0.0017
Si  -0.0002  -0.0001  -0.0005
Si  -0.0001  -0.0001  0.0001
Si  0.0001  -0.0001  0.0001
Si  0.0003  0  -0.0008
Si  0.0009  -0.0001  -0.0018
Si  0.0002  0.0001  0.0012
Si  0.0004  -0.0003  -0.0036
Si  -0.0001  -0.0001  0.0003
Si  0  0  0.0002
Si  -0.0003  0  0.001
Si  0.0003  -0.0008  -0.004
Si  0.0001  -0.0003  -0.0001
Si  0.0005  -0.0005  0.0029
Si  -0.0003  -0.0007  -0.002
Si  -0.0004  0.0007  -0.0022
Si  0  0.0002  0.0027
Si  -0.0002  0  -0.0001
Si  0.0001  0.0003  -0.0001
Si  -0.0004  0  -0.0019
Si  0.0006  0  0.003
Si  0.0001  0  -0.0005
Si  -0.0003  0.0004  -0.0015
Si  0  0  0.0011
Si  -0.0001  0.0002  -0.0015
Si  0  0.0001  0.0014
Si  0.0001  0  0.0006
Si  0.0002  0.0001  -0.0007
Si  -0.0011  -0.0005  -0.004
Si  -0.0001  0  -0.0009
Si  0.0002  0.0004  0.0032
Si  0  0.0002  0.0004
Si  -0.0001  -0.0002  -0.0001
Si  0  0.0003  0.0016
Si  0.0003  0.0001  0.0013
Si  -0.0001  0.0002  0
Si  0.0004  -0.0005  -0.002
Si  0  -0.0006  -0.0034
Si  -0.0001  -0.0001  -0.0009
O  -0.0001  0  -0.0001
O  -0.0003  0.0007  0.0006
O  -0.0001  -0.0002  0.0002
O  -0.0004  0  0.0002
O  -0.0001  0  -0.0001
O  -0.0002  -0.0002  0.0003
O  0.0001  0  0
O  -0.0002  -0.0003  0.0004
O  -0.0004  -0.0003  0.0006
O  0  -0.0008  0.0008
O  0.0006  -0.0002  -0.0007
O  0.0002  0.0002  -0.0005
O  0.0001  -0.0001  0.0002
O  -0.0006  -0.0002  -0.001
O  0.0011  0.0009  0.0018
O  0  0  -0.0001
O  -0.0002  0.0001  0.0003
O  0  0.0003  0.0002
O  0.0001  -0.0003  -0.0002
O  0.0002  -0.0003  -0.0001
O  0.0003  -0.0007  0.0013
O  -0.0005  0.0001  0.0002
O  0  0  0.0001
O  0  0.0003  0.0006
O  -0.0002  -0.0003  0.0004
O  0  0  0
O  0.0003  -0.0004  0.0007
O  -0.0005  -0.0003  -0.0013
O  0.0002  0.0005  0.0007
O  0  0.0002  -0.0002
O  0.0004  0.001  0.0025
O  0.0001  0.0001  -0.0014
O  -0.0002  -0.0008  0.0021
O  0  0.0003  -0.0003
O  -0.0001  0  -0.0001
O  0.0001  0  -0.0001
O  0  0  0.0001
O  0.0002  -0.0004  -0.0003
O  0.0002  -0.0003  0.0005
O  0.0005  0.0005  0.001
O  0  -0.0002  -0.0002
O  -0.0002  -0.0001  -0.0002
O  0.0002  0.0006  0.0019
O  -0.0006  -0.0003  -0.0012
O  0  0.0004  -0.0003
O  -0.0005  0.0001  0.0005
O  0.0006  0.0001  -0.0015
O  0  0.0001  0
O  0.0001  0  -0.0001
O  0.0002  -0.0004  0.0013
O  0.0001  0.0003  -0.0002
O  0.0001  0.0001  0.0004
O  0  -0.0005  -0.0005
O  0.0001  0  0.0002
O  -0.0004  0.0002  0.0003
O  -0.0006  0  -0.0009
O  0.0001  0.0002  0
O  0.0001  0  -0.0001
O  -0.0007  0.0004  0.0024
O  0  0.0003  0.0002
O  0.0003  0.0001  0.0003
O  0  -0.0009  0.0013
O  0.0009  0  0.0013
O  -0.0001  -0.0005  -0.0005
O  0  -0.0001  0
O  0.0007  -0.0001  -0.0009
O  0.0007  0.0002  0.0003
O  0.0002  -0.0001  0.0003

The program warned: the cutoff lies below the one the program advises for these potential files; the exchange-correlation potential is rough where the density is thin.
